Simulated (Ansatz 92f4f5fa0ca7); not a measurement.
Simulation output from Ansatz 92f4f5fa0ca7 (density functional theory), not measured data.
Periodic cell of 252 atoms, Si132O88H32, with a vacuum gap, from a study of silicon, its oxide and their interface. The atomic structure is a simulated model.

Settings
functional: r2SCAN
potential files: Ansatz PAW
basis: plane waves
wave-function cutoff: 800 eV
density cutoff ratio: 5
exchange-correlation grid ratio: 1
k mesh: 1 x 1 x 1, shifted by 0.5 0.5 0 of a step
self-consistency stop: 1e-11 eV per atom in the density residual
occupations: fixed
spin: none
net charge: 0
applied field: sawtooth along c, amplitude -0.015 V/angstrom in the program's sign convention, ramp centred at 0.9887 of c and 0.0226 of c wide, no dipole correction

Cell vectors (angstrom)
a	10.88	0	0
b	0	10.88	0
c	0	0	44.3273

Atoms and the computed forces on them: element, x, y, z (angstrom), force x, y, z (eV/angstrom)
Si	1.4517	1.4298	29.9907	-0.002	-0.0026	-0.0265
Si	2.9657	3.2197	30.094	-0.0092	0.0008	-0.0245
Si	-0.3085	5.6902	30.2713	-0.0052	0.0072	-0.0305
Si	5.2772	10.3635	30.4014	0.0027	-0.0038	0.0061
Si	6.4819	-2.4016	29.5202	0.0042	0.0064	-0.0274
Si	7.0713	3.0629	30.4539	0.0077	0.0043	-0.0146
Si	5.6815	4.9596	30.8093	-0.0203	0.0027	-0.0102
Si	9.39	8.3448	29.3314	0.0129	0.0045	-0.0551
Si	0.8194	0.8081	32.1308	-0.0062	-0.0001	-0.0113
Si	3.9537	4.0331	32.0379	0.0066	-0.0083	-0.0105
Si	1.6839	7.1898	32.1711	-0.0227	0.0107	-0.0202
Si	3.9086	9.345	32.0702	0.0118	0.0171	-0.0125
Si	6.4784	1.1301	31.7161	0.0006	-0.0009	-0.0032
Si	9.5936	4.2268	31.9172	-0.0023	0.02	-0.0163
Si	6.6144	6.6906	32.0823	0.0041	-0.0021	-0.0166
Si	10.0221	9.9392	32.0497	0.0064	-0.0082	-0.028
Si	-0.0065	2.7412	33.2633	-0.0165	-0.0159	0.0068
Si	2.6682	-0.0105	33.369	-0.0132	-0.0141	0.0125
Si	0.0752	8.2897	33.4532	0.0107	0.0221	0.0067
Si	2.7465	5.4953	33.3889	0.0105	0.0128	0.0112
Si	5.3462	2.5857	33.2617	0.0092	0.0049	0.0065
Si	8.1413	0.0676	33.1126	0.0115	0.0123	0.002
Si	5.3753	8.1258	33.4559	-0.0133	-0.0031	0.0167
Si	8.2279	5.5291	33.336	-0.0027	0.0002	0.0097
Si	1.3715	4.0893	34.6517	-0.0201	-0.0358	0.0412
Si	4.0359	1.3548	34.7191	-0.0095	-0.0168	0.0267
Si	1.4089	9.5646	34.8493	-0.0214	-0.0189	0.0127
Si	4.0718	6.7811	34.8292	0.0065	0.0113	0.0172
Si	6.7902	4.0441	34.5702	0.0052	0.007	0.0198
Si	9.4396	1.4228	34.617	0.0118	0.0034	0.0063
Si	6.8561	9.555	34.5893	0.007	0.0031	0.0306
Si	9.5739	6.8623	34.7075	0.0087	0.0057	0.0134
Si	-0.0348	0.0808	36.036	-0.0422	0.0365	0.161
Si	2.7165	2.7559	36.0494	0.014	0.014	0.2069
Si	0.0381	5.4595	36.0257	-0.0468	0.0508	0.1913
Si	2.7425	8.1683	36.1588	0.0025	0.0048	0.2079
Si	5.4786	-0.0027	35.9981	0.003	0.018	0.1838
Si	8.1229	2.7463	36.0288	0.0225	-0.0271	0.1551
Si	5.4889	5.3932	36.0399	0.0174	-0.0137	0.1725
Si	8.1983	8.2251	36.0173	-0.0082	-0.0208	0.1774
Si	1.3558	1.4024	37.3931	-0.1615	0.0961	0.3774
Si	4.1025	4.08	37.4147	0.0575	-0.0025	0.2777
Si	1.3456	6.8266	37.4443	0.118	-0.157	0.4662
Si	4.1595	9.5404	37.4118	-0.0518	-0.128	0.4509
Si	6.8076	1.3518	37.4091	-0.0429	0.2191	0.0762
Si	9.5578	4.0881	37.347	-0.2403	0.0571	0.2773
Si	6.8713	6.798	37.3418	-0.0287	0.049	0.2487
Si	9.5321	9.5724	37.4167	-0.0533	0.0948	0.2096
Si	-0.001	2.7308	6.9313	0.1027	-0.1147	-0.2841
Si	2.7504	0.0275	6.8943	-0.0156	-0.0418	-0.3479
Si	0.0039	8.2164	6.977	0.0606	0.0161	-0.1457
Si	2.7269	5.469	6.918	-0.1361	0.1494	-0.4994
Si	5.4502	2.7034	6.9494	0.1581	0.063	-0.3083
Si	8.2102	0.0358	6.995	0.19	-0.1372	-0.0294
Si	5.5527	8.1744	6.8938	-0.0129	-0.0072	-0.4418
Si	8.2649	5.4783	6.8812	0.014	-0.2011	-0.3837
Si	1.3332	4.1177	8.2448	-0.0205	0.0116	-0.1912
Si	4.0629	1.3513	8.3114	0.0412	-0.0247	-0.1883
Si	1.3887	9.6034	8.2946	-0.0467	0.0148	-0.1744
Si	4.1481	6.8414	8.1832	-0.0134	0.0133	-0.1791
Si	6.9557	4.0486	8.1721	0.0464	-0.0366	-0.1652
Si	9.6019	1.3771	8.3875	0.0184	-0.0423	-0.1549
Si	6.8988	9.4885	8.3316	0.0045	0.0235	-0.1658
Si	9.5482	6.8377	8.3421	0.0276	-0.0096	-0.1843
Si	0.1469	0.0877	9.8081	-0.0151	-0.0117	-0.0323
Si	2.6813	2.7926	9.5889	0.0079	0.0181	-0.03
Si	-0.0188	5.4149	9.6739	0.0045	-0.0047	-0.0225
Si	2.7929	8.2146	9.5294	0.009	-0.0138	-0.0233
Si	5.4912	-0.0321	9.613	0.0278	0.0374	-0.0293
Si	8.2212	2.7506	9.7146	-0.0165	0.0312	-0.0154
Si	5.6233	5.4815	9.3776	0.0062	0.0049	-0.0211
Si	8.2815	8.1988	9.8029	-0.0163	-0.0054	-0.0244
Si	1.3527	1.6532	11.2033	0.0077	-0.0003	0.0012
Si	4.3637	4.0441	10.6203	0.0035	-0.0019	0.009
Si	1.5304	6.7451	10.7983	0.0014	0.007	0.0073
Si	4.1707	9.4527	10.9664	-0.0074	-0.0102	-0.0057
Si	6.8308	1.3261	10.9872	0.0006	-0.0042	-0.0033
Si	9.4642	4.1518	11.184	0.0026	-0.0053	-0.0035
Si	6.7919	6.7267	10.95	-0.015	-0.0152	0.0043
Si	9.7027	9.5992	11.2023	0.0078	0.0021	0.0025
Si	-0.1876	2.8086	12.696	0.0021	0.0017	0.0049
Si	3.2352	1.0565	12.5381	-0.0031	-0.0062	-0.0034
Si	0.2499	7.9713	12.2897	-0.0078	0.0058	-0.0154
Si	3.1091	5.3941	11.9337	0.0074	0.0224	-0.0147
Si	5.1875	2.5	12.1976	0.0018	0.0145	0.0145
Si	8.1414	0.0319	12.4695	-0.002	-0.0026	0.0134
Si	5.36	7.9888	12.266	0.0164	0.01	0.0044
Si	7.7437	5.2073	12.4517	0.0089	0.0088	0.0042
Si	1.5113	3.9259	13.9551	-0.0259	-0.0059	-0.0157
Si	2.8601	1.3767	14.8169	0.0161	0.0076	-0.0488
Si	1.9468	6.9786	14.4811	0.022	-0.0014	-0.059
Si	4.1079	6.5725	13.6753	-0.0046	0.0076	0.0079
Si	6.5375	3.6627	13.8297	-0.01	-0.001	-0.0112
Si	9.0276	1.6577	13.9666	-0.0076	0.0039	-0.0455
Si	6.7875	9.3072	13.5107	0.0032	-0.0019	-0.0287
Si	8.7293	6.7932	13.817	0.0052	-0.0016	-0.0375
Si	3.5466	5.4815	17.8127	0.0119	0.0084	-0.0879
Si	0.6568	-0.4037	18.0786	0.009	-0.0052	-0.0628
Si	2.6756	8.2699	16.9964	-0.0004	-0.0078	-0.0659
Si	7.1747	-1.4325	17.9043	-0.0151	-0.0003	-0.0616
Si	4.9088	10.2277	15.9808	-0.0037	0.0115	-0.07
Si	3.6984	-5.5858	20.884	-0.0188	0.0014	-0.0821
Si	2.7056	1.4466	19.3083	-0.0167	0.0046	-0.0623
Si	-5.2415	18.8139	23.6995	0.0028	0.0021	-0.0645
Si	7.9023	-3.8	16.401	-0.0066	-0.0214	-0.0868
Si	12.3802	3.4165	17.8214	-0.002	0.0001	-0.072
Si	-0.5639	1.4185	21.7054	0.0155	0.0062	-0.0761
Si	-2.3441	8.3395	24.21	-0.0053	-0.0012	-0.0769
Si	0.2114	1.1105	16.2795	-0.013	-0.0008	-0.0572
Si	-1.7716	-0.266	19.7035	-0.0025	-0.009	-0.0699
Si	4.924	15.9597	23.5808	-0.0102	0.0095	-0.0705
Si	14.7741	-0.578	20.7842	-0.0042	0.0026	-0.0741
Si	6.1725	4.734	26.1709	-0.0152	-0.0024	-0.0711
Si	-3.1897	13.8853	28.1892	0.0066	-0.0067	-0.0471
Si	5.4509	5.3829	15.2896	0.0111	-0.0115	-0.0666
Si	12.03	9.6194	22.0436	-0.0096	0.0091	-0.0789
Si	9.9751	9.0702	26.5531	-0.0004	-0.0032	-0.069
Si	11.9802	5.0248	28.5504	-0.005	0.0031	-0.0362
Si	-12.359	-13.4938	21.3887	-0.0118	0.0032	-0.086
Si	7.591	7.4197	19.1445	0.0036	-0.0049	-0.0629
Si	5.3622	6.7637	28.2014	-0.0079	0.0092	-0.0612
Si	-5.7118	0.018	23.4665	-0.0056	-0.0112	-0.0764
Si	8.1553	0.5103	23.6834	0.0126	-0.005	-0.0743
Si	1.7775	-1.5516	25.1487	-0.0012	0.0028	-0.0572
Si	5.2234	-3.2126	20.7852	-0.0013	-0.0102	-0.0724
Si	3.4284	-6.9874	25.6738	0.0045	-0.003	-0.0679
Si	2.5678	-4.1815	26.7593	-0.0033	0.0053	-0.0729
Si	10.518	2.663	27.8748	-0.0053	-0.0034	-0.0533
Si	3.6403	0.9581	25.8594	-0.0045	-0.0069	-0.0823
Si	1.4179	3.4465	20.7881	0.0024	-0.004	-0.0628
Si	8.6628	0.9339	26.5244	-0.0055	-0.0131	-0.065
Si	14.9177	11.6752	28.8927	-0.0045	-0.0001	-0.0617
O	-0.8147	-9.1145	26.6116	0.0075	0.0129	0.0227
O	-3.1938	1.4394	27.7143	-0.0132	0.0162	0.0364
O	4.2023	2.3843	29.3347	-0.0008	0.0103	0.0278
O	4.7425	1.014	24.6655	-0.0147	0.0142	0.0448
O	-1.4463	6.7842	29.8041	0.0035	-0.014	0.021
O	0.1494	12.549	29.0443	0.0137	-0.011	0.0345
O	2.7952	8.2275	31.5449	0.0124	-0.0078	0.0131
O	5.2914	5.5818	29.3243	0.0109	-0.0182	0.0457
O	8.5712	3.2224	31.1271	0.0051	-0.0163	0.0093
O	9.8565	-1.5327	30.5168	0.0004	0.0078	0.0274
O	7.9124	-2.114	28.7997	-0.0174	-0.0022	0.0153
O	4.9152	-1.5233	23.9619	-0.0047	0.0007	0.025
O	-1.9914	10.2466	26.7104	-0.0019	0.003	0.0204
O	15.2248	11.5667	27.2992	0.009	-0.0047	0.0654
O	11.6009	3.8012	27.5228	0.0004	0.0065	0.0216
O	2.1204	4.8301	17.347	-0.0048	-0.0056	0.0243
O	1.2819	5.4575	14.475	-0.0043	0.0026	0.0182
O	2.51	3.008	14.9274	0.0023	-0.0021	0.0253
O	4.1168	0.7685	15.7122	0.009	-0.0131	0.0327
O	1.2691	8.1685	13.5687	0.002	0.003	0.0285
O	1.7016	7.4911	15.9885	0.0003	0.0164	0.0441
O	3.4712	10.3484	12.166	-0.0036	0.0018	0.0196
O	6.5089	6.5559	15.7371	0.016	0.0154	0.0302
O	3.9381	4.9191	19.3069	0.0029	-0.0047	0.0655
O	3.7873	-1.8117	16.1334	-0.0103	-0.0082	0.0325
O	13.2422	4.0673	12.5862	0.0022	-0.0237	0.0029
O	5.9034	9.9487	14.7336	-0.0179	0.0107	0.044
O	7.9716	8.239	13.9079	0.0022	-0.0084	0.0146
O	-2.9741	-0.1572	18.6294	0.0126	0.0093	0.035
O	2.7949	2.4139	18.0175	0.0066	-0.0063	0.0296
O	-1.1498	1.1263	15.3715	0.0229	-0.0095	0.0496
O	-3.1171	2.654	14.3776	0.0087	-0.0028	0.0078
O	-0.8195	6.9215	12.9275	-0.0076	-0.0143	0.0065
O	3.3958	7.1104	17.896	0.0047	-0.0078	0.0334
O	4.8729	-6.0465	21.9589	0.0193	-0.0045	0.0654
O	8.8253	-3.5774	20.2177	0.0189	0.0061	0.0499
O	12.6414	9.311	17.8207	-0.013	0.0143	0.0315
O	4.6339	-5.8349	16.6803	-0.0242	0.0032	0.0554
O	4.3153	0.2249	22.1185	0.0127	0.0101	0.0547
O	0.4559	-10.673	22.0533	0.0035	-0.0084	0.0309
O	3.8045	-3.967	20.9697	0.0025	0	0.0224
O	0.4338	2.6581	16.853	0.0097	0.0083	0.0361
O	2.5803	2.3151	20.6659	0.0002	0.0052	0.0293
O	-4.809	7.8061	22.1499	0.0065	0.0024	0.0599
O	12.3566	11.5649	15.3344	-0.0255	-0.0092	0.0384
O	2.8372	2.3917	25.8956	-0.0019	-0.0029	0.0234
O	8.725	-1.1623	21.0135	-0.0005	-0.01	0.0409
O	3.7627	4.0859	24.0995	-0.007	-0.0114	0.0406
O	7.3274	-7.0088	26.8595	0.0127	-0.0093	0.0378
O	0.2223	2.8482	21.7069	-0.0134	-0.008	0.0261
O	6.1814	6.1978	26.8908	-0.0052	0.0187	0.0409
O	13.0928	4.7674	21.3231	0.0047	0.0056	0.0298
O	-2.0978	9.9199	23.9221	0	-0.0019	0.0311
O	3.9147	0.4276	19.5144	0.008	-0.0111	0.0306
O	-0.5951	-1.0444	18.885	-0.0177	-0.0059	0.0402
O	5.8078	10.1426	17.3315	0.0206	-0.0069	0.0435
O	7.9709	1.2354	25.1078	0.0028	0.0086	0.0535
O	8.0286	-4.4167	17.8944	-0.0034	0.0087	0.0496
O	-1.6424	14.3435	28.4475	-0.0086	0.0111	0.0277
O	7.892	8.7162	16.5963	-0.0064	0.0125	0.0466
O	11.7101	3.6778	19.2866	-0.0023	0.0003	0.0508
O	9.6055	1.1698	20.2515	0.006	0.0128	0.0372
O	9.0705	6.545	15.409	-0.0027	0.007	0.0446
O	2.446	-1.231	21.0771	-0.0098	-0.0039	0.03
O	-3.8731	7.94	24.5491	0.0073	-0.0018	0.0319
O	6.1878	6.8692	19.7676	-0.0202	-0.0002	0.0384
O	9.3944	18.8229	25.5246	0.0126	0.0023	0.0436
O	-1.746	1.4316	22.8011	-0.022	-0.0067	0.0434
O	10.3247	8.5097	28.0202	-0.0056	-0.0075	0.0422
O	13.3949	4.5433	29.2368	0.0138	-0.012	0.0324
O	2.4664	11.2788	29.183	-0.0033	0.0034	0.0134
O	2.626	5.2453	26.0288	-0.0053	0.0121	0.0334
O	11.7995	6.5768	30.8879	0.0104	0.0013	0.0371
O	13.1801	7.9032	25.7193	0.0059	-0.0223	0.0344
O	0.1257	-2.3755	21.4486	0.008	0.0024	0.0263
O	4.6577	-4.2156	23.9625	-0.003	-0.0057	0.0276
O	6.6927	11.1994	23.0372	0.0004	0.0019	0.0283
O	8.9814	7.6377	22.8227	-0.0097	0.0008	0.0565
O	-5.9475	-1.7093	20.3015	-0.0027	0.0029	0.0254
O	1.5954	-1.6599	23.546	0.0078	-0.0069	0.0793
O	1.3267	0.6262	19.1389	0.0122	0.0093	0.0343
O	7.0261	-3.1113	30.9036	0.0049	-0.0121	0.0298
O	2.7087	-0.2965	25.5182	0.0071	0.0111	0.0275
O	0.3972	-1.1832	25.8724	-0.0131	0.0012	0.0294
O	3.8807	-3.7841	27.6223	0.0206	0.0004	0.0314
O	12.222	6.4406	27.7875	-0.0133	-0.0145	0.0325
O	6.2507	-6.1046	24.5213	0.0114	-0.0072	0.0492
O	4.7935	3.9614	26.5392	0.0092	0.0021	0.0225
H	0.5253	2.2155	38.3255	0.449	-0.3398	-0.1587
H	2.1834	0.5864	38.3255	-0.2567	0.1466	-0.3224
H	3.2847	4.9057	38.3471	0.2867	-0.2	-0.3013
H	4.9156	3.2495	38.3471	-0.3674	0.2561	-0.2449
H	2.1745	6.0119	38.3767	-0.3238	0.2038	-0.2107
H	0.5384	7.6627	38.3767	0.2051	-0.4088	-0.2608
H	3.3253	10.3497	38.3443	0.324	-0.1314	-0.2518
H	4.9894	8.7268	38.3443	-0.2678	0.3444	-0.2033
H	7.6552	0.5566	38.3416	-0.353	0.3102	-0.3125
H	5.9841	2.1718	38.3416	0.2452	-0.3534	-0.2668
H	10.3685	3.2553	38.2794	-0.3628	0.3166	-0.3064
H	8.7663	4.9391	38.2794	0.2995	-0.3683	-0.2052
H	6.0673	7.6373	38.2742	0.1825	-0.3722	-0.2706
H	7.7152	5.9989	38.2742	-0.2808	0.368	-0.2547
H	8.7169	10.4008	38.3492	0.3207	-0.3927	-0.2349
H	10.3526	8.7493	38.3492	-0.2582	0.3199	-0.317
H	-0.8116	3.5636	5.9989	0.206	-0.4718	0.2818
H	0.8294	1.9177	5.9989	-0.3142	0.25	0.2678
H	1.9228	0.8434	5.9618	0.352	-0.2411	0.2558
H	3.5845	-0.7818	5.9618	-0.2936	0.1485	0.2948
H	0.8111	7.3802	6.0446	-0.1838	0.3135	0.2955
H	-0.8166	9.0395	6.0446	0.2771	-0.4026	0.2467
H	1.898	6.2836	5.9856	0.3137	-0.2521	0.1863
H	3.5447	4.6432	5.9856	-0.3094	0.2072	0.2605
H	4.6372	3.5339	6.0169	0.2753	-0.2404	0.2887
H	6.2738	1.8834	6.0169	-0.4627	0.1818	0.1976
H	7.3627	0.831	6.0626	0.3265	-0.2131	0.3465
H	9.0254	-0.7926	6.0626	-0.2973	0.4162	0.2169
H	6.3567	7.3351	5.9614	-0.3124	0.38	0.2537
H	4.7229	8.988	5.9614	0.3792	-0.0582	0.2738
H	7.4211	6.2774	5.9487	0.3075	-0.3121	0.3039
H	9.0564	4.6272	5.9487	-0.0787	0.6264	0.1837

Results
free energy: -135114.820 eV
free energy less fixed offsets of H -15.71, O -570.45, Si -639.56 eV per atom: 9.420 eV

The program warned: the cutoff lies below the one the program advises for these potential files; the forces do not sum to zero within the program's tolerance; empty levels may hold ghost states of the PAW files; the exchange-correlation potential is rough where the density is thin.
